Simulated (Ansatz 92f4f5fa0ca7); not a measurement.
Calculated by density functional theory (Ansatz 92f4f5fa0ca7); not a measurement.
Periodic cell of 226 atoms, Si133O92B1, from a study of silicon, its oxide and their interface. The atomic structure is a simulated model.
Doubt: the cutoff is far below the 930 eV that the study's wrapper takes by default for these files, so forces and energies are approximate.

Settings
functional: PBE
potential files: Ansatz PAW
basis: plane waves
wave-function cutoff: 580 eV
density cutoff ratio: 5
exchange-correlation grid ratio: 1
k mesh: 1 x 1 x 1, Gamma-centred
self-consistency stop: 5e-08 eV per atom in the density residual
occupations: fixed
spin: none
net charge: -1 e, with a uniform compensating background and no finite-size correction

Cell vectors (angstrom)
a, 10.938, 0, 0
b, 0, 10.938, 0
c, 0, 0, 31.9494

Atoms: element, x, y, z (angstrom)
Si, 10.6252, 0.0086, 24.4313
Si, 5.0779, 0.135, 24.6722
Si, 2.8175, 2.3051, 24.5465
Si, 8.5671, 2.4467, 24.5766
Si, 10.709, 5.5998, 24.3475
Si, 5.1582, 5.6207, 24.4691
Si, 2.9864, 7.963, 24.4192
Si, 8.4123, 7.8449, 24.4284
Si, 1.2912, 1.1378, 25.8569
Si, 6.8147, 1.3354, 25.7614
Si, 3.9845, 4.0184, 25.7551
Si, 9.6863, 4.0318, 25.8674
Si, 1.339, 6.8014, 25.6912
Si, 6.8051, 6.7306, 25.7688
Si, 4.0025, 9.4779, 25.9695
Si, 9.4822, 9.4487, 25.8189
Si, 2.6377, -0.1254, 27.3169
Si, 8.1465, -0.0574, 27.1683
Si, 0.0817, 2.6657, 27.2335
Si, 5.4579, 2.7342, 27.1348
Si, 2.6703, 5.4268, 27.1351
Si, 8.1981, 5.3832, 27.1582
Si, 0.0183, 8.1655, 27.1526
Si, 5.5125, 8.1514, 27.2046
Si, 4.096, 1.3433, 28.5189
Si, 9.5453, 1.3225, 28.5284
Si, 1.3998, 4.0755, 28.5996
Si, 6.8143, 4.0709, 28.5514
Si, 4.0818, 6.7778, 28.5104
Si, 9.5677, 6.7924, 28.5002
Si, 1.2866, 9.4805, 28.6706
Si, 6.8299, 9.5454, 28.5959
Si, -0.0447, -0.019, 29.9597
Si, 5.4541, -0.0056, 29.9264
Si, 2.7742, 2.7221, 29.9318
Si, 8.185, 2.7086, 29.9064
Si, -0.0194, 5.4446, 29.9189
Si, 5.4539, 5.4474, 29.9181
Si, 2.7346, 8.1484, 29.939
Si, 8.2256, 8.1805, 29.9119
Si, 1.3703, 1.374, 31.2833
Si, 6.8247, 1.3728, 31.2983
Si, 4.1184, 4.0793, 31.3139
Si, 9.5489, 4.0852, 31.2862
Si, 1.3555, 6.8102, 31.3067
Si, 6.8291, 6.8418, 31.2739
Si, 4.0924, 9.5593, 31.2901
Si, 9.5529, 9.5483, 31.3226
Si, 2.7406, 0.0107, 0.707
Si, 8.1978, 0.0139, 0.706
Si, 0.0083, 2.7484, 0.7141
Si, 5.4826, 2.7445, 0.7568
Si, 2.7399, 5.4582, 0.7106
Si, 8.1991, 5.4883, 0.7001
Si, 0.0114, 8.2089, 0.7482
Si, 5.4793, 8.2205, 0.7208
Si, 4.1068, 1.3577, 2.1171
Si, 9.5964, 1.3545, 2.0682
Si, 1.3603, 4.1383, 2.0911
Si, 6.8407, 4.1648, 2.0985
Si, 4.0941, 6.8413, 2.0734
Si, 9.5549, 6.8421, 2.1082
Si, 1.3995, 9.6059, 2.1022
Si, 6.8419, 9.6248, 2.0865
Si, 0.0272, 0.0182, 3.4958
Si, 5.4716, -0.0024, 3.5179
Si, 2.7062, 2.7578, 3.4324
Si, 8.2558, 2.7793, 3.362
Si, 0.0203, 5.5169, 3.5062
Si, 5.4753, 5.5503, 3.4855
Si, 2.7666, 8.2418, 3.4443
Si, 8.2042, 8.2691, 3.436
Si, 1.3744, 1.4206, 4.857
Si, 6.9038, 1.4591, 4.7514
Si, 4.0611, 4.1467, 4.7778
Si, 9.5755, 4.1025, 4.8065
Si, 1.3555, 6.9748, 4.8471
Si, 6.7088, 7.1083, 4.8548
Si, 4.2224, 9.4242, 4.911
Si, 9.6205, 9.5497, 4.844
Si, 2.7746, -0.0141, 6.1321
Si, 8.2516, 0.0389, 6.0789
Si, 0.0032, 2.7854, 6.2903
Si, 5.5149, 2.8277, 6.1109
Si, 2.7933, 5.6411, 6.1106
Si, 8.2272, 5.6528, 5.97
Si, 0.042, 8.2935, 6.4074
B, 5.4728, 8.2872, 6.083
Si, 4.4601, 1.0961, 7.3224
Si, 9.7589, 1.1365, 7.5867
Si, 1.2316, 4.478, 7.4492
Si, 6.6129, 4.5961, 7.254
Si, 4.4506, 6.9489, 7.3215
Si, 9.7486, 6.5672, 7.546
Si, 1.2648, 9.966, 7.7091
Si, 6.5895, 9.6532, 7.1584
O, 9.5894, 1.2533, 23.9962
O, 4.1097, 6.8158, 23.9636
O, 4.01, 1.252, 24.0488
O, 9.5367, 6.7157, 23.9139
O, 0.0193, 5.4983, 7.9905
O, 5.575, -0.0595, 7.7424
O, 0.0441, 0.1115, 8.1235
O, 5.5098, 5.718, 7.7866
O, 7.5367, 4.0283, 8.4835
O, 8.8002, 6.9268, 8.8658
O, 2.1409, 9.5272, 9.0725
O, 8.8299, 1.6975, 8.8669
O, 7.5158, 9.2074, 8.4839
O, 3.7247, 1.7124, 8.6599
O, 3.6695, 7.4125, 8.754
O, 2.1416, 3.9143, 8.7177
O, 8.1369, 3.4971, 23.3694
O, 0.4499, 4.9454, 22.962
O, 1.9036, 2.7599, 23.2536
O, 5.8274, 4.9122, 23.1335
O, 5.5289, 10.016, 23.4975
O, 2.4419, 8.6973, 23.0328
O, 0.1917, 10.0816, 23.093
O, 7.7795, 8.5833, 23.0817
Si, 8.6571, 7.7071, 18.4459
Si, 8.796, 6.3678, 13.592
Si, 3.7958, 1.5459, 14.7203
Si, 2.1319, 5.7552, 17.6221
Si, 2.4164, 3.1531, 19.494
Si, 9.8019, 9.047, 12.011
Si, 1.3318, 9.4298, 22.0847
Si, 9.1815, 0.975, 13.1998
Si, 1.4224, 5.0612, 13.0051
Si, 1.7951, 8.2506, 12.7389
Si, 6.6518, 9.5671, 22.4243
Si, 4.5278, 4.6061, 15.7032
Si, 8.1897, 3.0364, 9.571
Si, 0.8407, 8.2565, 19.2648
Si, 6.9536, 1.3593, 21.0865
Si, 8.183, 8.2531, 9.6176
Si, 10.8901, 5.2127, 15.5875
Si, 7.5758, 9.5048, 16.3181
Si, 9.9334, 2.0753, 20.2947
Si, 3.2364, 8.5629, 9.8575
Si, 6.6965, 3.3576, 17.412
Si, 1.1651, 0.2199, 19.8073
Si, 3.2413, 2.8277, 12.283
Si, 7.2117, 5.405, 19.691
Si, 5.7413, 8.6875, 11.545
Si, 5.7887, 6.0876, 13.1919
Si, 4.6306, 9.7096, 17.6042
Si, 1.0232, 3.6113, 22.1812
Si, 4.8965, 1.4874, 18.7956
Si, 3.2575, 3.0236, 9.4911
Si, 6.4631, 10.8286, 13.7936
Si, 10.3559, 0.1245, 15.9712
Si, 5.6767, 3.6627, 11.1537
Si, 9.8443, 3.8955, 11.8821
Si, 2.3398, 9.9214, 15.5052
Si, 6.0689, 8.1361, 19.7953
Si, 6.932, 3.9794, 22.3845
Si, 9.7596, 2.7884, 17.3601
O, 7.2081, 6.3963, 13.9489
O, 1.8779, 7.0687, 18.6709
O, 10.2865, 4.0409, 16.5023
O, 6.1692, 9.9626, 17.0488
O, 10.1555, 0.7213, 14.4728
O, 8.4432, 6.1266, 18.8677
O, 5.1753, 0.6922, 14.4255
O, 5.7234, 2.0612, 17.5219
O, 8.3468, 1.9589, 20.5429
O, 1.9907, 4.3105, 18.407
O, 6.985, 2.8001, 10.6689
O, 4.8773, 2.7242, 12.2206
O, 6.0275, 4.4006, 16.349
O, 4.5988, 3.9016, 9.9139
O, 10.6901, 2.7914, 21.5548
O, 9.7335, 6.1713, 14.9306
O, 6.0022, 6.4994, 19.8408
O, 4.0823, 0.1761, 18.2641
O, 9.2717, 10.5647, 12.2816
O, 2.8568, 4.3713, 12.6838
O, 1.9115, 10.7113, 21.2141
O, 3.993, 2.7274, 19.3773
O, 0.7318, 10.0424, 15.9482
O, 1.2735, 9.8146, 18.8383
O, 1.7127, 1.6737, 19.277
O, 8.9468, 10.3962, 16.5002
O, 4.8674, 8.5907, 18.7801
O, 9.4857, 8.8424, 10.4183
O, 6.7438, 4.0978, 18.8601
O, 2.844, 1.7348, 13.3937
O, 5.8251, 8.7877, 21.2606
O, 2.564, 2.4484, 10.8564
O, 7.6066, 4.8621, 21.1809
O, 5.2055, 7.4969, 12.5588
O, 0.4388, 9.055, 12.3681
O, 7.5915, 1.068, 13.5862
O, 7.1188, 9.64, 14.7462
O, 8.9762, 5.0319, 12.6652
O, 8.0979, 8.0423, 16.914
O, 6.2165, 2.5801, 21.9026
O, 2.4276, 9.0783, 14.053
O, 0.4274, 4.4862, 11.8455
O, 0.8186, 8.3255, 20.9381
O, 9.4037, 3.8098, 10.3223
O, 9.6627, 2.3912, 12.5273
O, 7.6153, 8.5747, 19.3907
O, 2.5714, 8.1104, 11.2959
O, 3.981, 3.0626, 15.3701
O, 0.8455, 4.5005, 14.4238
O, 10.0588, 3.014, 18.9526
O, 9.1612, 7.8019, 12.8801
O, 10.5133, 0.5521, 20.0816
O, 6.0269, 5.0602, 11.9222
O, 8.1568, 2.7574, 17.0192
O, 3.5288, 5.4836, 16.7197
O, 4.6521, 9.1953, 10.4183
O, 1.522, 6.6833, 13.1464
O, 4.7715, 5.4969, 14.34
O, 2.0512, 3.8616, 20.9272
O, 10.5537, 1.4169, 16.9536
O, 0.9402, 6.0751, 16.5486
O, 7.3457, 10.9583, 21.9257
O, 5.9273, 0.9188, 19.917
O, 6.0961, 10.036, 12.4072
O, 2.8423, 0.5446, 15.5742
O, 7.0223, 8.0131, 10.7557
O, 10.2416, 8.0265, 18.6978
O, 3.4523, 9.2026, 16.5402

Results
free energy: -137022.819 eV
free energy less fixed offsets of B -154.04, O -568.88, Si -635.61 eV per atom: 4.311 eV

Forces (eV/angstrom), in the order of the atoms: element, x, y, z
Si, 0.0062, 0.0576, 0.188
Si, -0.0154, 0.0517, 0.1834
Si, 0.0386, -0.0193, 0.1737
Si, 0.0055, -0.0501, 0.1798
Si, -0.0506, 0.011, 0.2149
Si, -0.0467, 0.0364, 0.1636
Si, 0.0185, -0.0371, 0.2264
Si, 0.0246, -0.055, 0.1833
Si, 0.0173, -0.0114, 0.0315
Si, 0.0259, 0.0021, -0.04
Si, -0.0002, 0.0129, -0.0349
Si, 0.035, 0.0027, 0.0059
Si, 0.0233, 0.0139, -0.0496
Si, 0.0012, 0.0118, 0.0111
Si, -0.0102, -0.0004, 0.0196
Si, 0.0104, 0.0053, -0.0335
Si, -0.0409, -0.0291, 0.0204
Si, -0.0673, -0.0315, -0.008
Si, 0.005, 0.008, 0.0169
Si, 0.0096, 0.001, -0.021
Si, -0.0375, -0.0454, -0.0362
Si, -0.0296, -0.0203, -0.034
Si, -0.027, -0.0106, -0.0176
Si, 0.0041, 0.0014, 0.005
Si, -0.0673, -0.0771, 0.0385
Si, 0.0335, 0.0476, 0.0416
Si, -0.1104, 0.0071, -0.0862
Si, -0.0055, 0.0089, -0.0223
Si, 0.015, 0.0813, 0.0662
Si, -0.044, 0, 0.0779
Si, 0.111, 0.1007, -0.2024
Si, -0.0158, 0.0106, -0.0863
Si, -0.0366, 0.0691, 0.0406
Si, -0.0064, 0.0175, 0.0083
Si, 0.0313, -0.0889, 0.0015
Si, 0.0371, -0.0337, -0.0076
Si, 0.0456, 0.006, 0.0002
Si, 0.0112, 0.0124, -0.0008
Si, 0.0652, -0.089, 0.0327
Si, 0.0281, -0.0636, -0.0137
Si, 0.0011, -0.0102, -0.0008
Si, -0.021, 0.0033, -0.0075
Si, -0.0067, 0.026, 0.0178
Si, -0.0232, -0.0036, -0.0026
Si, -0.0435, -0.01, 0.015
Si, -0.0165, 0.0077, 0.0039
Si, -0.0094, 0.0033, 0.0047
Si, 0.0161, -0.0013, 0.0339
Si, 0.0275, 0.0263, 0.0001
Si, -0.0211, -0.0061, -0.0275
Si, 0.0022, -0.0028, -0.0161
Si, 0.0188, -0.0294, 0.0502
Si, 0.0174, 0.0012, -0.0189
Si, 0.0156, -0.0097, -0.0169
Si, 0.0285, -0.0123, 0.066
Si, 0.0144, -0.0028, 0.0265
Si, -0.0213, 0.0297, -0.0252
Si, 0.0929, -0.0331, -0.028
Si, -0.0755, 0.0299, 0.0051
Si, -0.0604, 0.0227, -0.0582
Si, -0.0303, 0.0148, -0.0405
Si, 0.0521, -0.0156, -0.0222
Si, -0.1018, 0.0393, -0.0591
Si, -0.0517, 0.0445, -0.0211
Si, 0.0105, -0.0654, -0.1112
Si, -0.0704, -0.0002, -0.0224
Si, 0.1204, -0.0347, 0.0188
Si, -0.0959, -0.0055, 0.1665
Si, -0.0695, 0.0225, -0.122
Si, 0.1475, -0.0166, 0.0215
Si, 0.0899, 0.0531, 0.0742
Si, -0.0911, -0.1567, 0.0626
Si, 0.0336, 0.0183, 0.0052
Si, 0.0914, 0.0954, -0.0631
Si, 0.0012, -0.0808, -0.0479
Si, -0.0124, 0.006, -0.0587
Si, -0.0242, -0.0042, -0.0015
Si, -0.0337, 0.0634, 0.0306
Si, -0.1512, 0.1321, -0.0143
Si, 0.1254, 0.084, 0.0073
Si, 0.0889, -0.0946, -0.09
Si, -0.1698, -0.1264, 0.113
Si, 0.0038, -0.0012, -0.0321
Si, 0.0088, 0.0162, -0.0342
Si, 0.061, 0.1231, 0.1786
Si, -0.0627, 0.0184, -0.0684
Si, -0.0101, -0.0136, -0.0212
B, 0.2093, -0.1958, 0.7028
Si, 0.0767, -0.155, -0.2202
Si, -0.0184, -0.0909, -0.156
Si, 0.0423, 0.0833, -0.1058
Si, -0.0709, 0.0836, -0.1887
Si, 0.058, -0.3271, -0.2192
Si, 0.0743, -0.0007, -0.2919
Si, -0.0473, -0.0108, -0.2453
Si, -0.0701, 0.4658, -0.0721
O, -0.0217, -0.01, -0.1009
O, 0.0041, -0.024, -0.1018
O, 0.0053, -0.0035, -0.1
O, 0.007, -0.0059, -0.1063
O, -0.021, -0.0194, 0.1323
O, -0.2227, 0.0844, 0.0801
O, -0.0114, 0.011, 0.1219
O, 0.1593, 0.0266, -0.0079
O, 0.0553, -0.1102, 0.2538
O, -0.0598, 0.0721, 0.2256
O, 0.0799, -0.0521, 0.2177
O, -0.0505, 0.106, 0.2015
O, 0.0682, -0.2261, 0.231
O, -0.0213, 0.1228, 0.2524
O, -0.0282, 0.2327, 0.2517
O, 0.0863, -0.0975, 0.2133
O, -0.0657, 0.063, -0.1912
O, 0.0571, -0.0843, -0.1992
O, -0.0858, 0.039, -0.1937
O, 0.0801, -0.078, -0.1894
O, 0.0383, -0.0587, -0.1601
O, -0.0734, 0.0796, -0.2144
O, 0.0791, -0.0913, -0.2124
O, -0.073, 0.0772, -0.1782
Si, -0.0061, 0.0032, 0.0083
Si, -0.0273, 0.0316, -0.2176
Si, 0.0051, 0.0123, -0.186
Si, -0.0024, -0.004, -0.0262
Si, -0.0321, 0.0139, 0.116
Si, -0.0186, -0.0452, -0.3679
Si, -0.0081, -0.0135, 0.3229
Si, -0.008, -0.0005, -0.254
Si, 0.0292, 0.0209, -0.2324
Si, 0.0602, -0.0238, -0.3826
Si, 0.02, -0.0291, 0.282
Si, -0.0017, 0.0212, -0.1691
Si, -0.0138, -0.0138, -0.4186
Si, 0.0079, 0.0187, 0.1299
Si, 0.0021, 0.0029, 0.1917
Si, -0.1454, -0.0114, -0.4996
Si, 0.0063, 0.0179, -0.1634
Si, -0.0067, 0.0061, -0.1212
Si, -0.0001, 0.0116, 0.1518
Si, 0.0413, -0.0412, -0.4728
Si, -0.0188, 0.0176, -0.0076
Si, 0.0097, -0.0241, 0.124
Si, 0.0233, 0.0085, -0.3514
Si, 0.0152, -0.0288, 0.1436
Si, -0.0029, -0.0473, -0.4544
Si, 0.0031, 0.0565, -0.3036
Si, -0.0055, -0.0019, -0.0155
Si, 0.0096, 0.0364, 0.3068
Si, 0.0282, -0.0067, 0.0574
Si, -0.055, -0.021, -0.4814
Si, -0.016, -0.0424, -0.2694
Si, 0.0024, 0.0057, -0.1173
Si, -0.0046, -0.0286, -0.3689
Si, -0.04, 0.0035, -0.3557
Si, 0.0092, -0.0327, -0.1805
Si, -0.0081, 0.0261, 0.1396
Si, -0.0158, 0.0137, 0.2972
Si, 0.0205, 0.0097, 0.003
O, 0.0324, -0.0063, 0.0852
O, 0.0088, -0.0133, -0.0187
O, -0.017, -0.0348, 0.0484
O, -0.017, 0.0036, 0.0278
O, 0.0436, -0.0202, 0.1355
O, 0.0078, 0.0109, -0.0259
O, -0.0365, 0.0219, 0.079
O, 0.0033, 0.0016, -0.0051
O, 0.0304, -0.0001, -0.0661
O, -0.001, 0.0076, -0.0282
O, -0.0866, 0.0178, 0.1808
O, -0.036, -0.0347, 0.1599
O, 0.0294, -0.0143, 0.0438
O, 0.1036, 0.0267, 0.2052
O, -0.0483, -0.0467, -0.1224
O, 0.0507, -0.0271, 0.1124
O, 0.0001, 0.003, -0.0451
O, 0.001, -0.001, -0.0094
O, -0.0139, 0.0954, 0.1205
O, -0.0278, 0.0418, 0.1137
O, -0.0031, 0.0476, -0.1254
O, 0.0078, -0.0084, -0.0295
O, -0.0163, 0.0096, 0.0405
O, -0.0024, -0.01, -0.0383
O, 0.0084, 0.0068, -0.0328
O, 0.0021, -0.0036, 0.0311
O, -0.0105, 0.0071, -0.0352
O, 0.0956, 0.0737, 0.2633
O, -0.0044, -0.0123, -0.041
O, 0.0136, -0.0498, 0.1588
O, -0.0226, -0.0512, -0.1531
O, -0.0112, -0.0001, 0.2875
O, 0.0141, 0.0523, -0.1592
O, -0.0033, -0.0969, 0.1675
O, 0.0201, 0.0047, 0.0986
O, -0.0081, 0.0062, 0.082
O, 0.0362, -0.0275, 0.1264
O, -0.0121, 0.0577, 0.1168
O, 0.0064, -0.0083, 0.0211
O, -0.0011, -0.0557, -0.1133
O, 0.0229, 0.0878, 0.1941
O, 0.0327, 0.0207, 0.1236
O, -0.0172, -0.0334, -0.1576
O, 0.0997, 0.046, 0.2711
O, -0.0012, -0.0702, 0.1294
O, 0.0173, -0.0077, -0.037
O, -0.1053, -0.0237, 0.3182
O, 0.0084, 0.0284, 0.0647
O, -0.0401, -0.0012, 0.1369
O, -0.002, 0.0102, -0.0613
O, -0.019, -0.0818, 0.1282
O, 0.0022, -0.006, -0.0497
O, 0.0049, 0.0739, 0.1658
O, -0.004, -0.0032, 0.0024
O, -0.0189, 0.0141, 0.0396
O, 0.0898, 0.0067, 0.1921
O, -0.0197, -0.0466, 0.0926
O, -0.043, -0.0536, 0.1562
O, 0.0468, -0.0166, -0.151
O, -0.0046, 0.0135, 0.018
O, 0.0137, 0.0038, 0.0454
O, 0.0051, 0.0521, -0.1067
O, -0.0443, 0.0004, -0.086
O, 0.0443, 0.1388, 0.2245
O, -0.0132, -0.0215, 0.0453
O, -0.0798, 0.0163, 0.2237
O, -0.0167, -0.0075, -0.0244
O, 0.0228, -0.0047, 0.0492

The program warned: the cutoff lies below the one the program advises for these potential files; the exchange-correlation potential is rough where the density is thin.
